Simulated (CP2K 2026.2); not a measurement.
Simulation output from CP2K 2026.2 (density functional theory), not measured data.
Periodic cell of 506 atoms, Si360O144H2, from a study of silicon, its oxide and their interface. The atomic structure is a simulated model.
Doubt: the forces sum to 2.75 eV/angstrom along one axis rather than to zero, so they err by at least 0.0054 eV/angstrom per atom on average; the grid cutoff is modest.

Settings
functional: PBE
method: Gaussian and plane waves
basis set: DZVP-MOLOPT-SR-GTH
pseudopotentials: GTH-PBE
grid cutoff: 350 Ry, relative cutoff 50 Ry
k points: Gamma only
occupations: fixed
spin: none
net charge: 0

Cell vectors (angstrom)
a	16.32	0	0
b	0	16.32	0
c	-3.0429	4.2347	35.0183

Atoms and the computed forces on them: element, x, y, z (angstrom), force x, y, z (eV/angstrom)
Si	1.684	14.717	0.089	0.019	-0.088	0.035
Si	1.325	5.191	35.003	0.049	0.178	-0.16
Si	1.122	4.372	0.067	0.147	0.008	-0.267
Si	4.321	6.523	0.051	-0.138	0.058	-0.154
Si	1.029	9.954	0.227	0.036	-0.204	-0.174
Si	3.84	12.495	0.108	-0.026	-0.088	-0.139
Si	6.602	15.101	0.107	0.049	-0.033	-0.203
Si	9.784	1.12	0.064	0.006	0.044	-0.125
Si	6.597	4.386	0.026	-0.06	-0.039	-0.187
Si	6.293	11.313	35.01	-0.067	0.065	-0.015
Si	7.055	9.217	0.017	0.057	0.045	0.003
Si	6.753	16.157	34.998	0.04	-0.003	-0.139
Si	8.893	19.43	34.983	-0.096	0.05	-0.047
Si	11.738	5.913	35.007	-0.13	0.012	0.069
Si	12.565	3.842	0.075	-0.078	0.036	-0.048
Si	15.172	6.471	0.266	0.045	0.145	-0.258
Si	12.113	9.89	0.211	-0.026	-0.038	0.031
Si	15.04	12.12	0.125	0.025	0.011	-0.083
Si	2.825	16.261	1.449	-0.055	-0.072	-0.183
Si	5.444	2.706	1.273	-0.033	-0.038	-0.176
Si	2.737	5.436	1.434	-0.012	0.031	-0.248
Si	5.459	8.128	1.379	0.05	-0.042	-0.198
Si	2.699	10.967	1.502	-0.014	0.111	-0.186
Si	5.426	13.61	1.477	-0.106	-0.051	-0.231
Si	8.182	16.308	1.393	-0.025	0.026	-0.218
Si	10.948	2.688	1.399	0.077	0.041	-0.264
Si	8.176	5.507	1.381	0.016	0.055	-0.207
Si	10.911	8.194	1.381	0.021	0.094	-0.235
Si	8.217	10.81	1.371	-0.04	-0.029	-0.268
Si	10.838	13.609	1.352	0.003	-0.058	-0.252
Si	13.581	16.364	1.295	0.005	0.04	-0.332
Si	0.015	2.749	1.402	-0.021	0.08	-0.194
Si	13.649	5.319	1.575	-0.01	-0.007	-0.242
Si	-0.018	8.206	1.46	-0.075	0.016	-0.219
Si	13.564	11.036	1.616	0.064	-0.118	-0.276
Si	0.002	13.654	1.411	0.096	-0.034	-0.364
Si	1.401	1.355	2.724	0.021	-0.004	0.01
Si	4.073	4.012	2.748	0.052	-0.046	0.041
Si	1.417	6.857	2.801	-0.054	0.053	0.036
Si	4.101	9.527	2.748	0.009	-0.024	-0.031
Si	1.336	12.301	2.867	-0.098	0.029	0.082
Si	4.121	14.956	2.888	0.034	0.021	0.188
Si	6.837	1.413	2.724	-0.044	0.001	0.021
Si	9.553	4.098	2.711	-0.041	-0.011	-0.027
Si	6.811	6.812	2.809	0.014	-0.003	0.122
Si	9.56	9.517	2.823	0.006	-0.034	0.048
Si	6.828	12.199	2.738	0.085	-0.026	-0.023
Si	9.483	14.922	2.773	0.013	-0.033	0.089
Si	12.27	1.344	2.806	0.039	-0.031	0.004
Si	15.03	4.026	2.906	0.06	-0.047	0.218
Si	12.245	6.794	2.768	-0.018	0.044	0.012
Si	14.917	9.535	2.852	-0.001	-0.044	0.078
Si	12.206	12.399	2.872	0.017	0.091	0.15
Si	14.96	15.045	2.725	-0.031	-0.007	-0.009
Si	0.021	16.354	4.127	-0.026	0	-0.005
Si	2.726	2.694	4.158	0.057	0.062	-0.013
Si	0.061	5.474	4.194	-0.05	-0.029	-0.063
Si	2.766	8.201	4.176	-0.051	-0.086	0.035
Si	-0.015	10.896	4.212	0.067	0.016	-0.081
Si	2.726	13.625	4.243	-0.045	0.007	-0.065
Si	5.503	16.37	4.171	-0.044	-0.047	-0.072
Si	8.192	2.756	4.118	-0.033	-0.044	0.01
Si	5.437	5.405	4.139	0.058	0.034	-0.086
Si	8.176	8.166	4.199	-0.005	0.017	-0.098
Si	5.462	10.871	4.135	0.01	0.01	0.014
Si	8.146	13.568	4.16	0.025	0.058	-0.009
Si	10.87	16.297	4.149	0.059	0.03	-0.066
Si	13.621	2.686	4.226	0.04	-0.041	-0.034
Si	10.881	5.442	4.137	0.027	0.014	0.012
Si	13.574	8.148	4.188	0.048	0.07	0.024
Si	10.892	10.929	4.193	-0.05	-0.031	-0.071
Si	13.634	13.712	4.185	-0.096	-0.035	0.013
Si	1.36	14.99	16.527	-0.052	-0.027	0.029
Si	4.035	17.685	16.493	-0.02	0.054	-0.001
Si	1.358	4.092	16.558	0.029	0.012	0.069
Si	4.095	6.793	16.558	0.026	-0.02	0.039
Si	1.37	9.523	16.539	0.042	-0.027	0.019
Si	4.091	12.244	16.522	0.011	0.003	0.01
Si	6.817	14.964	16.478	0.01	0.017	-0.026
Si	9.542	17.712	16.52	0.006	-0.036	0.023
Si	6.817	4.122	16.527	-0.027	-0.035	0.023
Si	9.534	6.802	16.544	0.036	0.027	0.055
Si	6.842	9.515	16.531	0.018	0.025	0.025
Si	9.572	12.251	16.544	-0.009	0.008	0.027
Si	12.265	14.993	16.541	0.009	-0.038	0.043
Si	-1.334	17.725	16.549	-0.016	0.017	0.054
Si	12.278	4.119	16.522	-0.055	0.048	-0.014
Si	-1.348	6.808	16.574	0.02	-0.01	0.022
Si	12.263	9.523	16.589	-0.035	0	0.039
Si	-1.376	12.24	16.555	0.013	0.007	0.059
Si	2.689	16.357	17.923	0.055	0.01	0.025
Si	5.393	2.749	17.805	0.019	-0.014	0.064
Si	2.692	5.465	17.946	0.035	-0.045	0.067
Si	5.53	8.107	17.905	-0.11	0.083	-0.029
Si	2.756	10.859	17.898	-0.07	0.029	0.078
Si	5.439	13.647	17.857	0.061	-0.042	0.008
Si	8.2	16.289	17.843	-0.062	0.007	0.061
Si	10.862	2.823	17.871	0.129	0.031	-0.034
Si	8.169	5.472	17.946	0.008	-0.042	-0.037
Si	10.911	8.116	17.943	-0.037	0.059	0.158
Si	8.215	10.875	17.898	-0.01	-0.059	0.052
Si	10.932	13.62	17.932	-0.02	0.062	-0.024
Si	13.595	16.396	17.908	0.067	-0.099	0.03
Si	0.026	2.735	17.975	-0.036	-0.023	0.053
Si	13.66	5.399	17.953	-0.083	0.015	0.178
Si	0.002	8.191	17.937	0.023	-0.044	-0.024
Si	13.603	10.896	17.99	-0.02	0.017	-0.033
Si	-0.02	13.637	17.885	0.055	0.045	0.068
Si	1.345	17.674	19.38	-0.015	-0.026	-0.035
Si	4.073	4.064	19.266	0.02	-0.084	-0.043
Si	1.337	6.851	19.344	0.001	-0.002	-0.004
Si	4.177	9.474	19.228	0.062	-0.038	-0.203
Si	1.348	12.246	19.22	0.042	-0.049	-0.148
Si	4.066	14.987	19.247	-0.042	-0.047	-0.067
Si	6.733	17.64	19.082	-0.046	-0.081	-0.226
Si	9.485	4.093	19.321	0.089	0.058	0.032
Si	6.843	6.79	19.385	-0.013	0.048	0.07
Si	9.532	9.479	19.32	-0.005	-0.036	0.018
Si	6.862	12.321	19.179	-0.002	0.129	-0.116
Si	9.61	15.026	19.291	-0.041	0.011	-0.004
Si	12.266	17.859	19.216	-0.067	0.082	-0.12
Si	-1.279	4.091	19.42	-0.011	0.141	-0.071
Si	12.254	6.699	19.334	-0.008	-0.181	-0.039
Si	-1.359	9.506	19.346	-0.011	0.022	-0.005
Si	12.249	12.279	19.373	0.014	-0.047	0.021
Si	-1.371	15.021	19.284	0.014	-0.004	-0.009
Si	-0.02	16.3	20.771	-0.014	-0.014	0.33
Si	2.744	2.708	20.707	0.028	0.067	0.267
Si	0.048	5.508	20.846	-0.057	0.007	0.209
Si	2.802	8.182	20.635	0.022	-0.055	0.234
Si	-0.024	10.946	20.651	0.01	0.079	0.161
Si	2.719	13.598	20.574	-0.056	0.025	0.173
Si	5.448	16.347	20.555	0.035	0.024	0.176
Si	7.997	2.662	20.442	-0.034	-0.015	0.322
Si	5.426	5.396	20.675	-0.115	-0.085	0.246
Si	8.208	8.124	20.821	0.15	0.218	0.296
Si	5.562	10.902	20.472	-0.012	0.007	0.254
Si	8.237	13.608	20.616	0.027	-0.05	0.215
Si	10.866	16.63	20.568	0.021	-0.228	0.332
Si	13.65	2.7	20.743	0.061	-0.069	0.183
Si	10.877	5.337	20.799	0.077	0.134	0.204
Si	13.639	8.059	20.683	-0.027	0.087	0.145
Si	10.904	10.835	20.701	-0.035	0.011	0.086
Si	13.569	13.741	20.711	-0.014	0.05	0.347
Si	1.137	14.617	22.009	0.007	-0.05	0.042
Si	4.292	17.79	22.023	0.076	-0.019	0.175
Si	1.681	4.325	22.092	0.104	0.107	0.072
Si	3.886	6.545	22.031	-0.069	-0.027	-0.047
Si	1.718	9.9	21.825	-0.073	-0.017	0.237
Si	4.002	12.048	21.774	-0.006	0.005	0.264
Si	7.051	15.224	21.843	0.132	-0.005	0.228
Si	9.104	17.578	21.938	0.078	0.057	-0.036
Si	6.474	3.676	21.91	0.056	0.154	0.038
Si	9.876	6.998	22.193	-0.235	-0.318	-0.04
Si	7.058	9.874	21.983	0.06	-0.074	-0.075
Si	9.347	12.023	22.03	-0.012	-0.09	-0.089
Si	12.424	15.518	21.908	-0.043	-0.034	-0.156
Si	-1.563	17.49	22.191	0.069	-0.067	-0.023
Si	12.482	4.157	22.171	-0.184	0.024	0.281
Si	-1.652	6.561	22.236	0.291	0.059	0.192
Si	12.091	9.221	21.966	-0.202	0.078	-0.153
Si	-1.18	12.523	22.027	0.037	0.041	-0.055
Si	13.35	4.825	30.051	0.184	0.247	-0.54
Si	6.644	18.1	26.563	-0.095	0.037	0.386
Si	3.086	12.312	28.276	-0.071	-0.035	-0.021
Si	10.063	18.174	29.824	-0.209	0.014	-0.497
Si	-0.957	8.289	32.086	-0.088	0.208	-0.446
Si	13.067	20.295	33.048	0.193	0.095	-0.223
Si	7.46	12.523	26.28	0.053	0.079	0.447
Si	-2.228	13.23	32.509	0.186	-0.073	-0.434
Si	13.375	12.114	24.561	-0.022	-0.098	0.519
Si	5.685	7.956	27.067	-0.025	-0.084	0.453
Si	8.355	10.524	29.913	-0.035	0.059	-0.375
Si	10.778	18.15	32.942	-0.06	-0.242	-0.191
Si	5.082	19.355	30.461	-0.063	0.251	-0.362
Si	9.716	5.594	25.081	0.114	0.126	0.25
Si	7.754	9.522	32.846	0.091	0.035	-0.119
Si	-1.959	11.19	27.157	0.15	-0.05	0.435
Si	8.768	15.364	29.225	-0.135	-0.146	0.04
Si	6.377	15.226	27.641	-0.165	0.137	0.309
Si	5.07	8.538	24.138	-0.038	-0.007	0.083
Si	12.97	7.843	30.122	0.016	0.069	-0.119
Si	8.266	3.095	24.209	-0.072	-0.143	0.181
Si	11.039	12.596	33.24	-0.103	-0.033	-0.131
Si	3.414	5.868	27.854	-0.061	-0.094	0.086
Si	-1.198	17.667	28.96	0.015	-0.113	0.051
Si	5.744	13.438	24.071	-0.085	-0.035	0.019
Si	13.02	8.422	27.214	-0.047	-0.014	0.423
Si	2.06	9.192	24.66	-0.172	-0.027	0.47
Si	10.102	13.784	26.775	-0.111	-0.045	0.438
Si	12.426	19.046	28	0.087	0.033	0.185
Si	10.014	12.963	30.456	-0.053	0.174	-0.397
Si	0.863	5.811	32.019	0.259	-0.135	-0.56
Si	12.424	4.25	25.244	-0.034	0.103	0.278
Si	11.016	13.92	23.991	-0.295	0.016	0.157
Si	10.447	8.474	28.795	-0.02	0.016	0.101
Si	-0.197	3.935	29.775	0.036	0.016	-0.153
Si	12.537	13.039	28.567	0.014	-0.002	0.086
Si	3.767	5.744	31.02	-0.112	-0.325	-0.411
Si	8.402	6.522	27.737	-0.054	-0.022	0.212
Si	3.833	14.585	26.395	0.011	-0.159	0.636
Si	2.54	15.235	32.859	-0.182	-0.065	-0.129
Si	0.998	10.251	27.229	-0.093	-0.042	0.195
Si	0.957	7.29	26.651	0.108	0.117	0.352
Si	4.798	17.402	32.832	0.078	0.179	-0.162
Si	1.295	13.463	30.525	-0.153	-0.084	-0.319
Si	-1.797	6.457	25.366	0.108	0.02	0.226
Si	3.899	19.105	27.593	0.046	0.134	0.246
Si	0.866	18.856	27.312	0.169	0.006	0.406
Si	-1.508	14.657	29.852	0.17	-0.06	-0.21
Si	0.423	18.732	24.307	-0.047	0.124	0.173
Si	5.5	7.325	32.879	-0.161	-0.147	-0.213
Si	2.561	16.33	24.225	0.148	-0.142	0.114
Si	5.821	10.749	28.193	-0.026	0.096	0.03
Si	-0.058	11.218	32.235	-0.038	-0.007	-0.405
Si	7.758	3.608	28.941	-0.145	-0.054	0.041
Si	1.353	15.003	5.56	0.043	-0.04	-0.026
Si	4.106	1.37	5.547	-0.009	-0.024	-0.043
Si	1.4	4.086	5.55	0.002	0.01	-0.034
Si	4.106	6.797	5.531	-0.004	0.008	-0.056
Si	1.384	9.541	5.557	-0.023	0.024	-0.05
Si	4.113	12.232	5.546	-0.032	0.015	-0.023
Si	6.825	14.97	5.539	0	0.003	-0.028
Si	9.527	1.374	5.513	0.003	-0.002	-0.062
Si	6.822	4.084	5.526	-0.006	0.009	-0.059
Si	9.541	6.794	5.546	-0.04	0.013	-0.032
Si	6.807	9.534	5.551	0.037	-0.025	-0.035
Si	9.516	12.252	5.566	-0.016	-0.018	-0.018
Si	12.243	15.001	5.57	0.048	0.049	-0.019
Si	14.998	1.348	5.571	-0.043	0.028	-0.017
Si	12.242	4.089	5.536	0.025	-0.009	-0.031
Si	14.973	6.808	5.551	0.013	0.01	-0.031
Si	12.244	9.544	5.555	-0.004	-0.024	-0.021
Si	14.955	12.288	5.555	-0.003	-0.019	-0.032
Si	2.739	16.341	6.926	-0.014	0.013	0.006
Si	5.464	2.735	6.913	-0.004	0	0.014
Si	2.75	5.451	6.922	0.001	-0.017	-0.003
Si	5.455	8.161	6.914	0.013	-0.01	0.009
Si	2.746	10.892	6.93	0.01	-0.021	0.01
Si	5.46	13.611	6.917	-0.01	0.016	-0.015
Si	8.182	16.335	6.91	0.008	-0.028	0.003
Si	10.883	2.728	6.908	0.005	-0.003	-0.009
Si	8.171	5.443	6.914	0.003	0.005	0.008
Si	10.889	8.17	6.919	-0.001	0.028	0.004
Si	8.162	10.889	6.933	-0.008	0.022	0.009
Si	10.887	13.619	6.924	0.017	-0.015	0.008
Si	13.615	16.338	6.943	-0.007	-0.014	0.035
Si	0.029	2.733	6.924	-0.017	0.012	0.003
Si	13.609	5.444	6.915	0.01	0.006	-0.009
Si	0.016	8.175	6.919	-0.002	-0.001	-0.005
Si	13.606	10.908	6.924	0.005	0.001	-0.016
Si	0.008	13.628	6.933	-0.013	0.006	-0.007
Si	1.384	1.379	8.303	0.021	0.008	-0.002
Si	4.108	4.093	8.295	0.02	0.027	0.001
Si	1.379	6.812	8.288	-0.028	-0.01	0.004
Si	4.099	9.522	8.296	-0.023	0.002	0.004
Si	1.378	12.259	8.294	0.016	0.012	0.002
Si	4.095	14.969	8.292	-0.019	-0.027	0.002
Si	6.818	1.37	8.289	-0.02	-0.019	-0.006
Si	9.53	4.087	8.291	-0.01	-0.009	-0.004
Si	6.818	6.808	8.29	0.005	0.01	-0.005
Si	9.53	9.528	8.296	-0.014	-0.022	0.004
Si	6.811	12.257	8.303	0.009	-0.001	0.003
Si	9.534	14.981	8.299	0.018	0.028	-0.006
Si	12.248	1.384	8.297	0.038	0.026	0
Si	14.976	4.091	8.289	-0.008	-0.008	0.007
Si	12.257	6.813	8.289	0.01	0.007	0.007
Si	14.977	9.543	8.288	0.021	0.018	0.005
Si	12.246	12.259	8.299	-0.022	-0.024	0.001
Si	14.968	14.975	8.314	-0.025	-0.022	0
Si	0.016	16.339	9.672	-0.003	0.001	0.001
Si	2.743	2.74	9.67	-0.017	-0.01	0.004
Si	0.014	5.457	9.66	0.007	0.004	0.001
Si	2.732	8.171	9.67	0.016	0.002	0.007
Si	0.018	10.897	9.669	-0.007	-0.006	0
Si	2.736	13.613	9.672	0.001	0.004	0
Si	5.456	16.33	9.666	0.004	0.005	-0.01
Si	8.173	2.73	9.669	0.006	0.003	0
Si	5.46	5.456	9.67	-0.003	-0.008	0.001
Si	8.174	8.167	9.668	-0.004	0.006	0.003
Si	5.454	10.888	9.672	0.002	0.006	0
Si	8.176	13.617	9.673	-0.009	-0.006	0.001
Si	10.895	16.338	9.673	-0.007	-0.022	-0.003
Si	13.612	2.741	9.667	-0.017	-0.003	0.004
Si	10.894	5.453	9.661	0.003	0	-0.001
Si	13.619	8.178	9.66	-0.003	0.001	0.005
Si	10.892	10.892	9.667	0.016	0.015	0.002
Si	13.609	13.61	9.678	0.014	0.004	0.01
Si	1.372	14.972	11.043	0.001	0	0.002
Si	4.096	1.372	11.04	0.005	0	-0.005
Si	1.375	4.101	11.035	0.006	-0.004	0
Si	4.095	6.814	11.043	-0.002	0	0
Si	1.373	9.532	11.047	0.004	0.004	0.004
Si	4.091	12.246	11.048	-0.001	-0.004	0.003
Si	6.814	14.973	11.048	-0.002	-0.002	-0.004
Si	9.535	1.376	11.049	0.002	-0.001	-0.004
Si	6.817	4.095	11.043	-0.006	0.003	-0.005
Si	9.539	6.813	11.041	-0.012	0.003	0.002
Si	6.819	9.529	11.042	0.003	-0.002	-0.004
Si	9.537	12.252	11.043	-0.004	0.005	-0.001
Si	12.254	14.975	11.047	0.011	-0.005	0
Si	14.97	1.379	11.038	0	0.004	-0.002
Si	12.257	4.103	11.042	0.008	-0.001	0.004
Si	14.978	6.819	11.038	0.002	0.002	0.006
Si	12.26	9.536	11.037	-0.017	-0.002	-0.001
Si	14.975	12.251	11.048	-0.006	-0.001	0.003
Si	2.729	16.336	12.412	0.008	-0.001	-0.002
Si	5.449	2.738	12.412	0.009	-0.01	-0.008
Si	2.729	5.458	12.415	-0.006	0.005	0.006
Si	5.454	8.175	12.415	0.006	0.005	-0.009
Si	2.73	10.89	12.428	0.006	-0.002	-0.001
Si	5.457	13.604	12.419	-0.008	0.004	-0.011
Si	8.173	16.336	12.423	0.001	-0.008	-0.001
Si	10.9	2.739	12.416	-0.014	0.005	-0.003
Si	8.178	5.455	12.416	0.001	-0.007	0.003
Si	10.903	8.176	12.41	0.033	0.014	-0.002
Si	8.185	10.883	12.415	-0.026	0.003	-0.002
Si	10.899	13.61	12.419	-0.008	-0.003	-0.002
Si	13.617	16.335	12.416	-0.014	-0.001	0.002
Si	0.006	2.747	12.404	0.002	-0.025	-0.006
Si	13.615	5.467	12.417	-0.001	-0.007	0.008
Si	0.014	8.172	12.426	-0.005	0.007	0.004
Si	13.619	10.887	12.423	0.007	0.01	0.001
Si	0.011	13.615	12.421	0.01	0.006	-0.002
Si	1.357	17.702	13.771	-0.018	0.024	-0.001
Si	4.085	4.096	13.784	0.016	-0.011	0.002
Si	1.373	6.81	13.802	0.04	-0.022	0.001
Si	4.094	9.525	13.798	0	0.018	-0.001
Si	1.361	12.25	13.799	-0.004	0.011	-0.004
Si	4.086	14.966	13.78	0.011	-0.007	-0.008
Si	6.807	17.704	13.787	-0.029	0.014	-0.006
Si	9.544	4.102	13.79	0.008	-0.027	0.001
Si	6.816	6.817	13.786	-0.017	0.01	0
Si	9.553	9.531	13.793	-0.013	-0.003	0.001
Si	6.822	12.237	13.786	0.038	-0.01	-0.012
Si	9.542	14.974	13.79	-0.01	0.008	0.004
Si	12.266	17.702	13.788	0.027	-0.032	-0.007
Si	14.977	4.108	13.788	-0.009	0.015	0.004
Si	12.261	6.829	13.794	-0.054	0.023	-0.004
Si	14.971	9.525	13.806	0.003	-0.005	-0.003
Si	12.259	12.249	13.796	0.004	-0.001	0
Si	14.972	14.977	13.796	0.003	-0.009	0.008
Si	0.005	16.354	15.161	0.031	-0.008	-0.01
Si	2.698	2.748	15.144	0.017	-0.043	-0.015
Si	0.007	5.458	15.184	-0.017	-0.003	-0.017
Si	2.74	8.162	15.177	-0.021	0.017	0.002
Si	0.002	10.89	15.18	0.018	0.018	-0.01
Si	2.724	13.615	15.163	0.01	-0.01	0.009
Si	5.437	16.338	15.141	0.041	-0.003	0.003
Si	8.171	2.748	15.155	0.013	0.013	0.02
Si	5.447	5.459	15.153	-0.007	-0.008	-0.015
Si	8.193	8.165	15.157	0.005	0.023	-0.028
Si	5.466	10.879	15.165	-0.03	-0.011	0.016
Si	8.195	13.59	15.15	-0.058	-0.017	0.005
Si	10.905	16.345	15.158	-0.018	0.003	0.001
Si	13.625	2.745	15.16	-0.036	-0.027	-0.016
Si	10.903	5.467	15.161	0.054	0.019	-0.03
Si	13.616	8.171	15.195	0.002	0.005	0.004
Si	10.92	10.879	15.18	0.006	0.019	0.004
Si	13.611	13.615	15.171	-0.004	0.006	-0.016
O	1.953	15.09	23.362	0.141	-0.233	0.052
O	-0.301	17.812	34.48	0.091	0.077	0.632
O	10.204	13.662	34.127	0.112	-0.166	0.204
O	8.157	16.316	22.447	0.093	-0.124	-0.568
O	11.579	13.281	27.272	-0.07	-0.066	-0.218
O	8.908	8.89	33.802	-0.081	0.06	0.043
O	12.486	4.1	28.883	-0.164	-0.009	0.151
O	8.233	10.902	22.604	-0.053	-0.055	-0.669
O	4.492	6.877	27.217	0.29	0.003	-0.131
O	9.436	6.303	23.641	-0.199	0.165	-0.392
O	2.156	10.98	28.109	-0.093	-0.341	-0.099
O	9.49	14.855	27.843	-0.068	-0.271	-0.249
O	13.592	16.408	22.73	-0.126	0.126	-0.413
O	12.208	3.601	23.746	0.061	0.048	-0.801
O	0.535	5.593	33.595	0.116	-0.053	0.608
O	7.809	4.255	34.412	-0.025	-0.268	0.44
O	2.48	20.426	34.469	-0.078	0.034	0.651
O	1.226	9.252	23.268	-0.266	0.144	-0.183
O	2.424	9.709	34.444	0.096	-0.217	0.525
O	5.049	18.47	26.635	0.083	-0.183	-0.313
O	6.058	6.085	33.773	0.134	-0.1	0.325
O	6.988	12.594	24.724	-0.015	-0.074	-0.407
O	5.141	12.378	34.428	0.117	0.134	0.334
O	3.454	5.981	29.457	0.051	0.042	0.224
O	7.936	15.089	34.452	-0.004	0.077	0.608
O	12.583	5.412	33.661	-0.064	0.038	0.045
O	10.314	14.513	25.343	-0.019	0.102	-0.492
O	8.433	10.028	31.453	-0.125	-0.269	0.369
O	9.299	18.483	23.328	-0.02	-0.192	-0.118
O	0.795	8.654	27.578	0.007	0.017	-0.014
O	10.621	7.013	34.415	-0.031	-0.024	0.381
O	-2.064	14.343	31.338	0.126	-0.193	0.383
O	0.244	19.252	25.855	-0.315	0.198	-0.566
O	4.806	14.034	25.238	-0.039	-0.2	-0.395
O	2.813	5.426	22.669	-0.294	0.118	-0.492
O	7.956	5.068	28.282	0.022	-0.028	-0.118
O	8.964	6.482	26.217	-0.112	0.068	-0.403
O	9.602	7.075	28.706	-0.088	-0.196	0.063
O	2.564	13.166	29.556	-0.034	0.212	0.183
O	-2.382	8.421	31.278	0.099	0.184	0.065
O	13.173	15.279	34.7	0.032	-0.19	0.27
O	5.916	8.186	25.48	0.293	-0.02	-0.383
O	12.52	13.126	32.857	-0.112	0.282	-0.163
O	6.668	8.371	32.5	0.153	-0.15	-0.216
O	7.015	10.75	33.63	0.114	0.219	0.013
O	9.131	4.077	25.161	-0.101	-0.279	-0.108
O	-0.027	13.969	29.668	0.025	-0.243	0.169
O	3.671	16.312	32.39	-0.191	0.194	-0.043
O	13.339	4.015	31.447	-0.083	-0.21	0.43
O	11.181	18.194	28.623	0.094	-0.298	0.098
O	3.68	9.337	24.497	0.038	0.168	0.177
O	3.825	16.986	23.41	0.068	0.095	-0.301
O	6.061	16.692	33.587	0.178	0.01	0.248
O	11.883	19.252	33.356	0.16	-0.016	0.196
O	-1.235	8.059	33.672	0.044	0.055	0.604
O	11.181	11.184	34.014	-0.167	-0.101	0.191
O	-0.078	7.041	31.5	-0.314	-0.068	0.241
O	-0.4	11.025	27.585	-0.041	0.01	-0.047
O	1.452	15.984	33.813	0.156	0.047	-0.026
O	6.075	9.435	23.229	-0.21	0.023	-0.16
O	11.398	8.648	27.447	0.066	0.125	-0.22
O	9.079	12.515	26.537	0.082	-0.077	-0.274
O	9.313	9.621	28.944	-0.183	0.095	0.072
O	5.349	18.955	22.572	-0.021	0.143	-0.222
O	-0.795	18.765	30.112	-0.165	0.089	0.123
O	-1.435	4.967	29.495	-0.206	0.011	0.097
O	1.044	3.662	23.466	-0.269	0.238	-0.172
O	4.211	4.184	31.224	-0.104	0.037	0.358
O	7.436	18.849	27.773	0.206	-0.242	-0.225
O	2.929	15.759	25.722	0.036	0.474	-0.192
O	-0.956	18.222	23.569	0.079	0.159	-0.432
O	0.002	13.544	22.619	-0.051	-0.036	-0.578
O	4.808	12.505	23.138	-0.124	-0.21	-0.295
O	11.269	16.774	33.694	-0.098	-0.122	0.312
O	6.851	16.494	26.738	0.154	0.066	-0.367
O	2.79	11.065	22.348	0.127	-0.244	-0.568
O	4.285	8.059	33.675	0.07	0.13	0.309
O	-1.584	11.799	32.044	-0.278	-0.237	0.05
O	2.449	18.471	27.212	-0.012	-0.058	-0.083
O	1.892	6.211	27.414	-0.38	-0.162	-0.224
O	13.918	4.934	25.364	0.265	-0.1	0.178
O	13.4	11.654	28.401	0.136	0.021	-0.08
O	9.37	14.466	30.449	-0.064	0.048	0.283
O	2.97	13.321	26.987	-0.006	0.022	-0.281
O	13.757	9.762	26.649	-0.107	-0.031	-0.533
O	10.973	8.155	22.626	0.007	0.171	-0.283
O	4.676	7.168	23.339	0.149	-0.125	0.13
O	-0.097	9.65	31.798	-0.054	-0.15	-0.038
O	11.205	15.159	22.97	-0.181	0.176	-0.187
O	5.343	18.122	31.472	0.045	-0.384	0.369
O	11.306	5.44	25.438	-0.002	0.243	0.003
O	-1.904	11.809	23.337	-0.027	-0.017	-0.245
O	11.535	12.949	29.844	-0.258	0.156	0.263
O	0.033	17.565	27.885	0.119	0.021	-0.09
O	0.941	12.051	31.257	-0.019	-0.347	0.112
O	10.137	12.348	31.929	0.057	0.038	0.466
O	-1.362	13.672	33.813	0.12	0.24	0.222
O	7.383	4.076	23.237	0.012	0.2	-0.238
O	12.247	19.43	26.422	-0.177	0.074	-0.094
O	-2.043	12.254	25.932	-0.116	-0.004	-0.463
O	9.363	18.664	33.578	-0.066	0.096	0.17
O	-1.382	6.97	23.856	-0.096	0.06	-0.593
O	3.272	14.031	33.677	0.096	-0.188	0.408
O	-0.473	6.587	26.324	-0.298	-0.127	0.062
O	10.065	12.764	23.324	-0.081	0.041	-0.035
O	6.339	14.676	23.219	-0.188	0.152	-0.247
O	10.701	18.021	31.314	0.247	-0.127	0.628
O	13.325	7.347	26.048	-0.174	-0.019	-0.188
O	13.265	9.716	34.56	-0.04	-0.065	0.725
O	3.835	4.39	27.342	0.017	0.134	-0.412
O	7.085	7.488	27.768	0.049	0.232	-0.145
O	13.776	18.148	28.177	0.014	-0.143	-0.019
O	-1.387	16.257	29.695	-0.094	-0.006	-0.111
O	7.122	15.302	29.106	0.078	0.08	-0.084
O	0.479	11.381	33.762	-0.054	0.153	0.527
O	4.168	18.529	33.825	0.13	0.167	0.109
O	12.689	6.265	30.337	-0.206	-0.15	0.164
O	5.159	9.32	27.796	-0.206	-0.152	-0.077
O	13.682	14.191	28.757	-0.104	0.03	-0.118
O	4.251	18.802	29.16	0.199	0.104	0.025
O	2.455	6.131	31.891	-0.026	0.306	0.126
O	0.702	3.766	28.407	-0.198	0.102	-0.123
O	11.477	8.532	30.081	0.066	0.065	0.088
O	-1.896	19.768	33.776	-0.204	0.09	0.104
O	1.449	10.351	25.657	-0.124	-0.214	-0.349
O	6.505	3.678	29.982	-0.057	0.147	0.03
O	1.432	17.473	24.35	0.209	-0.008	-0.127
O	6.779	11.214	26.957	-0.094	0.012	-0.197
O	0.636	4.503	31.045	-0.125	0.16	0.326
O	6.892	13.843	27.013	0.158	-0.184	-0.033
O	4.634	11.825	28.511	0.156	0.06	0.106
O	9.119	16.899	29.524	-0.13	0.224	-0.089
O	4.736	15.185	27.653	-0.063	-0.251	-0.004
O	4.966	6.736	31.456	0.32	0.304	0.256
O	7.276	18.509	25.135	-0.122	0.034	-0.514
O	1.745	14.626	31.569	0.244	0.193	0.536
O	13.503	5.423	22.421	0.221	0.028	-0.273
O	13.687	8.044	28.657	-0.107	0.076	-0.194
O	12.565	13.478	24.249	0.229	0.028	-0.037
O	1.735	7.723	25.294	-0.127	0.128	-0.269
O	6.781	10.543	29.493	0.161	-0.182	0.373
O	8.937	12.034	29.669	-0.021	-0.063	0.078
O	9.12	19.509	29.736	0.321	-0.091	0.367
H	12.838	9.75	23.106	0.086	0.048	0.002
O	12.16	11.043	24.786	-0.082	0.181	-0.289
H	12.41	10.206	25.208	-0.011	-0.044	0.072

Results
total energy: -101690.161 eV
total energy less fixed offsets of H -15.91, O -438.35, Si -107.03 eV per atom: -5.141 eV
